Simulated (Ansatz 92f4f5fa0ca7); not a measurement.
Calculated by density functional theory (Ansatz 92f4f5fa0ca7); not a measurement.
Periodic cell of 234 atoms, Si134O100, from a study of silicon, its oxide and their interface. The atomic structure is a simulated model.

Settings: functional PBE; potential files Ansatz PAW; basis plane waves; wave-function cutoff 700 eV; density cutoff ratio 5; exchange-correlation grid ratio 2; k mesh 2 x 2 x 1, shifted by 0.5 0.5 0.5 of a step; self-consistency stop 5e-08 eV per atom in the density residual; occupations Fermi-Dirac, 0.05 eV; spin none; net charge 0.

Cell vectors (angstrom)
a	11.5983	0	0
b	0	15.4644	0
c	4.2858	0.3601	22.0248

Atoms: element, x, y, z (angstrom)
Si	0.6955	-0.0842	0.2219
Si	0.5274	4.3654	0.0317
Si	0.8794	7.565	-0.1206
Si	0.7207	12.1762	0.2462
Si	4.6569	0.0656	0.4363
Si	4.5309	3.8684	0.3431
Si	5.0328	8.3411	0.1278
Si	4.5898	12.31	0.2389
Si	8.4287	1.1476	0.0201
Si	8.415	4.2075	0.5912
Si	8.5514	7.2613	0.0346
Si	8.6672	11.8059	-0.0744
Si	2.5934	0.3773	1.5787
Si	2.4859	3.8823	1.4896
Si	2.8409	7.9205	1.2995
Si	2.6786	11.7789	1.5172
Si	6.6544	0.5032	1.5601
Si	6.4278	4.1445	1.7512
Si	6.8015	7.9695	1.5693
Si	6.6901	12.0281	1.3302
Si	10.3157	0.3886	1.4225
Si	10.4374	4.1285	1.6913
Si	10.5083	7.8841	1.3225
Si	10.3896	11.8645	1.5346
Si	2.5484	2.1776	3.0762
Si	2.6795	5.9299	2.792
Si	2.7023	9.8146	2.7593
Si	2.6718	13.8215	2.8193
Si	6.5341	2.2651	3.0896
Si	6.4912	6.0927	3.0077
Si	6.6924	10.0401	2.7184
Si	6.657	13.917	2.79
Si	10.4473	2.1823	2.9891
Si	10.4526	6.072	2.9344
Si	10.4488	9.8623	2.7345
Si	10.3262	13.8677	2.8203
Si	0.6871	2.158	4.4807
Si	0.79	5.9895	4.2742
Si	0.768	9.8587	4.1233
Si	0.7251	13.8316	4.1693
Si	4.5644	2.2331	4.3906
Si	4.5263	6.0508	4.3128
Si	4.6803	9.967	4.0545
Si	4.6684	13.889	4.1777
Si	8.5141	2.2366	4.3845
Si	8.4775	6.0374	4.3052
Si	8.5551	9.9754	4.1486
Si	8.4828	13.8595	4.2713
Si	0.7706	0.151	5.7137
Si	0.6974	4.1246	5.8342
Si	0.7112	7.9551	5.5338
Si	0.8196	11.8594	5.4327
Si	4.7117	0.2858	5.7028
Si	4.5659	4.1584	5.8111
Si	4.5362	8.0893	5.4995
Si	4.6537	11.9057	5.4471
Si	8.5316	0.2688	5.7016
Si	8.4908	4.1456	5.7961
Si	8.4397	8.0589	5.4964
Si	8.5364	11.8943	5.5423
Si	2.7537	0.2089	7.0435
Si	2.6379	4.1035	7.2204
Si	2.6084	8.0219	6.9105
Si	2.7348	11.8547	6.8469
Si	6.6736	0.4035	7.1495
Si	6.538	4.2643	7.1704
Si	6.4822	8.2043	6.8184
Si	6.5631	12.0439	6.8405
Si	10.4478	0.0143	7.0839
Si	10.3635	4.04	7.2588
Si	10.3472	7.9191	6.8681
Si	10.5311	11.8516	6.8187
Si	2.5986	2.0673	8.541
Si	2.6897	6.1578	8.4224
Si	2.4222	9.9765	8.2215
Si	2.9803	13.694	8.3191
Si	6.5326	2.3688	8.6331
Si	6.5977	6.398	8.2687
Si	6.3117	10.1684	8.1422
Si	6.879	13.8521	8.3764
Si	10.3483	1.8464	8.4737
Si	10.2941	6.1517	8.4884
Si	10.2996	9.9191	8.0209
Si	10.6519	13.49	8.4838
Si	0.6527	1.3508	9.8316
Si	0.6966	6.5731	9.6258
Si	0.3448	9.7244	9.6712
Si	1.1486	13.6816	9.759
Si	4.539	1.7295	9.8467
Si	4.7273	6.7755	9.5955
Si	4.3381	9.872	9.5014
Si	4.9997	14.035	9.7488
Si	8.4625	1.9785	9.9579
Si	8.3674	7.0135	9.7608
Si	8.3424	10.1629	9.2302
Si	8.7428	13.1626	9.8869
Si	2.8156	11.6716	11.6315
Si	3.4977	3.1899	12.4828
Si	10.1478	4.734	14.0375
Si	6.2644	6.8971	14.578
Si	11.8212	5.9613	16.443
Si	14.0233	2.0497	15.1556
Si	8.7192	-0.1022	12.1001
Si	6.3556	11.6099	14.8416
Si	2.891	4.7892	16.7305
Si	4.5851	5.86	12.2761
Si	10.7959	9.5733	12.5555
Si	11.4096	1.202	16.4709
Si	8.8447	7.139	12.7488
Si	5.0506	11.8958	17.3701
Si	6.067	-0.9486	17.3963
Si	10.9585	11.1088	17.9293
Si	11.4465	11.117	15.0134
Si	8.623	6.6372	20.5012
Si	1.8072	5.531	12.1298
Si	6.5991	8.7372	19.5147
Si	5.7557	16.7883	19.5023
Si	15.4828	3.4804	19.1514
Si	9.0681	2.7156	17.2364
Si	12.8824	9.8211	20.093
Si	10.4467	2.3895	12.0144
Si	16.7148	12.9445	12.6947
Si	6.9964	14.2988	14.5298
Si	11.9816	-1.8834	16.496
Si	3.3931	11.7699	19.8592
Si	8.7109	10.9266	20.0938
Si	8.5572	17.5192	20.174
Si	6.1913	9.242	16.6128
Si	13.171	1.3901	19.0312
Si	2.9905	15.0696	16.9562
Si	1.8006	9.4428	13.6658
Si	9.5081	5.5477	17.816
Si	13.8126	6.8711	14.816
Si	7.6727	4.6873	15.7849
O	4.5103	13.9136	0.4989
O	0.8728	-1.6916	-0.1378
O	0.0905	3.6033	-1.3937
O	4.7585	16.316	20.6968
O	2.8215	10.2457	19.7668
O	12.0083	10.1944	18.7665
O	11.4692	12.6783	17.7778
O	0.4579	11.4419	-1.2365
O	4.8219	0.3238	-1.1871
O	9.1703	18.7728	21.0155
O	1.3441	5.0519	17.1995
O	4.1673	5.3978	-0.1861
O	5.4527	7.3974	-1.1969
O	5.0894	9.8303	-0.6164
O	9.5087	12.3531	-1.485
O	5.827	11.546	13.2833
O	12.4255	10.6648	21.4321
O	14.1124	0.2269	18.3787
O	12.6602	0.8753	20.4968
O	8.3726	2.7921	-0.3014
O	8.4859	7.8986	-1.5014
O	5.1978	8.7075	20.3839
O	6.9695	10.2542	15.5423
O	4.3106	12.1007	-1.3923
O	0.2578	2.2	11.2085
O	0.9579	-0.2279	10.3903
O	2.1967	3.9696	11.8822
O	0.5757	5.845	11.1385
O	2.3924	10.3399	12.4618
O	5.5582	14.1531	13.7313
O	5.5364	13.32	11.1699
O	3.5004	-2.7394	12.6888
O	4.3284	2.411	11.3397
O	6.2974	5.3814	15.2554
O	5.3085	5.7756	10.8256
O	14.5665	2.1651	13.631
O	3.967	11.0879	10.5998
O	4.5915	8.3575	10.1904
O	1.574	12.4914	10.9043
O	7.8947	0.7173	10.9214
O	12.548	7.2654	15.7874
O	8.2274	6.5419	11.3582
O	4.4852	14.5251	17.0809
O	8.4726	11.5315	10.2369
O	8.3153	8.6677	9.9732
O	9.0023	13.9088	11.3761
O	7.9835	15.1253	13.5499
O	4.6544	15.5894	10.2129
O	11.6065	12.7404	15.1436
O	3.0925	16.1839	15.7831
O	7.6199	3.265	16.6332
O	8.3092	5.8531	16.7509
O	2.956	3.3704	15.943
O	12.0669	8.6796	13.1041
O	1.5742	5.8336	13.7218
O	5.7182	8.0098	15.649
O	-0.3885	10.2366	11.1127
O	12.3994	1.827	15.3118
O	9.2231	2.9998	11.0751
O	11.0832	5.0243	15.3327
O	5.2416	6.8962	13.3269
O	1.3463	10.4489	14.8762
O	9.4916	8.6181	12.5334
O	9.9866	0.8724	12.4833
O	4.4693	4.404	13.0235
O	3.1164	6.4602	11.8141
O	5.1822	10.2494	17.4532
O	9.9933	4.0122	17.5916
O	2.8085	8.2781	14.2296
O	5.0334	12.0873	15.727
O	9.9128	1.8006	16.1884
O	7.5315	12.7636	14.8417
O	10.7398	3.4803	13.1955
O	10.034	6.1198	13.2048
O	3.312	6.0405	15.7298
O	3.83	4.7237	18.0654
O	11.2612	-0.4249	16.409
O	10.5657	10.7635	13.6826
O	10.7625	6.5444	17.5366
O	10.77	10.5485	16.3969
O	6.8493	-0.4786	16.0196
O	14.009	2.7806	19.1825
O	7.738	7.259	13.9627
O	3.7757	12.2304	18.3282
O	7.2536	7.3831	20.128
O	9.5352	10.9801	18.6929
O	6.3048	12.9217	17.8202
O	1.9939	13.8455	16.5443
O	6.3838	0.0963	18.6011
O	16.5317	2.3652	18.5551
O	11.9425	1.6281	17.9632
O	9.0239	5.6361	19.3258
O	0.7273	8.1634	10.0465
O	6.9402	17.6056	20.2606
O	0.7085	5.9368	-0.4276
O	8.4524	5.6195	-0.3276
O	8.6357	4.334	14.5188
O	6.8597	8.4928	17.8948
O	7.2964	10.1786	19.8266
O	8.9084	1.894	18.6022

Results
free energy: -142066.290 eV
free energy less fixed offsets of O -569.03, Si -635.61 eV per atom: 8.450 eV
pressure: 0.07 GPa
stress xx, yy, zz, yz, xz, xy (GPa, positive in tension): -1.3, 0.17, 0.9, 0.13, -0.05, -0.08

Forces (eV/angstrom), in the order of the atoms: element, x, y, z
Si	-0.1248	-0.2128	-0.4326
Si	-0.2151	-0.111	-0.2144
Si	-0.1202	0.1107	-0.0894
Si	0.0618	0.03	-0.3328
Si	-0.1118	-0.2783	0.1972
Si	0.1217	0.2789	-0.145
Si	-0.0512	-0.0677	0.1673
Si	-0.055	-0.044	0.3829
Si	-0.0787	-0.0971	-0.1649
Si	-0.0418	0.0441	-0.5145
Si	0.0014	-0.2725	-0.0131
Si	0.3966	-0.3371	-0.3554
Si	0.0875	-0.0492	-0.2013
Si	-0.1013	0.1016	-0.1202
Si	0.051	-0.1182	-0.1911
Si	-0.0562	0.1644	-0.211
Si	0.0781	0.006	-0.3157
Si	-0.1434	0.0112	-0.161
Si	0.0002	-0.0264	-0.15
Si	-0.1986	0.1805	-0.3393
Si	-0.0423	-0.03	-0.1085
Si	0.1195	-0.0324	-0.1705
Si	0.1111	-0.1035	-0.26
Si	0.1316	0.2035	-0.049
Si	0.0666	-0.1017	0.02
Si	0.1176	0.2395	-0.3043
Si	-0.0433	-0.0497	-0.0737
Si	0.0537	-0.0425	0.2958
Si	-0.01	-0.0892	0.2438
Si	-0.1092	0.0999	0.1084
Si	0.1834	-0.0438	0.07
Si	-0.0435	-0.0991	0.1932
Si	0.0075	-0.0312	0.0868
Si	0.0447	0.2745	0.1267
Si	-0.0715	-0.1518	-0.0531
Si	-0.0044	0.0917	0.0566
Si	-0.1026	-0.0119	0.1138
Si	-0.13	-0.0252	0.0038
Si	0.1091	-0.0237	0.0916
Si	0.1289	0.0698	-0.3205
Si	0.1019	0.0791	0.0536
Si	-0.0364	-0.0745	0.0445
Si	0.0272	0.0027	0.0177
Si	-0.1752	0.0736	-0.2902
Si	0.0738	-0.0583	0.0346
Si	0.0363	0.0213	-0.0531
Si	0.0352	0.051	-0.0481
Si	-0.1431	0.0453	-0.193
Si	0.0351	-0.0379	0.1101
Si	0.0522	0.0441	-0.1492
Si	0.0513	0.0055	0.0456
Si	-0.072	-0.0169	0.0086
Si	-0.0934	-0.1001	0.1545
Si	0.0244	0.0228	-0.1718
Si	0.0289	-0.0374	0.1041
Si	0.0832	0.1066	-0.0379
Si	0.0689	-0.0688	-0.0051
Si	-0.0086	0.0003	-0.0633
Si	-0.0978	0.0266	0.126
Si	0.1122	0.0186	0.0157
Si	0.064	0.021	-0.0746
Si	0.0008	-0.0672	0.0467
Si	-0.1731	-0.0011	-0.0226
Si	0.0216	0.1153	-0.0683
Si	-0.0428	0.1398	-0.1047
Si	-0.011	0.0159	0.0005
Si	0.1276	0.0045	-0.2555
Si	-0.061	0.1084	-0.1434
Si	-0.0818	-0.191	-0.1302
Si	-0.0186	0.0514	0.2282
Si	0.0576	-0.2863	-0.2178
Si	0.0211	0.0501	-0.2164
Si	-0.0756	-0.1417	0.0725
Si	0.2261	0.2087	0.1649
Si	-0.2588	-0.0687	0.3483
Si	0.1578	0.003	0.3617
Si	-0.1196	-0.1965	-0.0436
Si	-0.02	0.0528	0.1695
Si	-0.1773	-0.1581	0.3128
Si	-0.0358	-0.142	0.3862
Si	0.0173	0.1612	0.0439
Si	-0.1451	0.1163	0.0316
Si	0.1203	0.1445	0.2601
Si	0.075	0.1681	0.359
Si	0.0862	0.0892	0.4344
Si	-0.1797	-0.1275	0.5704
Si	-0.1936	-0.2864	0.1147
Si	0.1343	0.0242	-0.0473
Si	-0.1023	0.1029	0.3167
Si	-0.0363	0.0065	0.072
Si	0.0031	0.0228	0.2118
Si	0.0872	0.0876	-0.023
Si	0.1387	0.0727	0.3837
Si	-0.0813	0.0162	0.3194
Si	-0.0944	0.0147	0.5097
Si	0.0317	-0.2218	0.0704
Si	0.0083	-0.0288	0.2149
Si	-0.0791	-0.1095	0.2039
Si	-0.2546	0.147	0.4295
Si	0.0144	-0.0135	0.2637
Si	-0.1159	0.1281	0.1818
Si	-0.066	-0.0582	0.2631
Si	-0.1184	0.0304	0.2605
Si	0.2043	0.0079	0.0556
Si	-0.167	0.1181	-0.0405
Si	0.0403	0.1608	0.4062
Si	0.1755	-0.0032	0.4651
Si	-0.0081	-0.1057	-0.197
Si	0.0744	0.0078	0.4671
Si	0.1716	0.191	-0.2793
Si	0.0036	-0.165	-0.232
Si	0.0954	0.1309	-0.513
Si	0.0726	0.0451	0.057
Si	0.1506	-0.2721	-0.2191
Si	-0.0892	-0.0541	0.3826
Si	-0.0137	0.0691	-0.3933
Si	0.0563	-0.2463	-0.3949
Si	-0.0456	0.1254	-0.3744
Si	0.0473	0.2119	-0.4108
Si	-0.0153	0.1939	-0.3602
Si	0.0739	0.1569	0.13
Si	0.0977	-0.0712	0.6645
Si	-0.0453	-0.2623	0.3438
Si	0.0421	0.1226	-0.1851
Si	0.0364	0.2618	-0.186
Si	-0.0364	0.1165	-0.4334
Si	-0.0025	-0.2448	-0.4885
Si	-0.0221	0.1303	-0.4257
Si	0.0125	-0.014	-0.4622
Si	-0.0623	-0.088	-0.2405
Si	-0.0707	0.0822	0.4359
Si	0.1594	0.0522	-0.5145
Si	0.0648	0.3038	0.4109
Si	-0.0571	0.0217	-0.1186
O	0.1131	0.038	-0.2863
O	-0.1286	0.2276	0.3529
O	0.2112	0.1576	0.4359
O	0.0693	0.0565	0.3517
O	0.0212	-0.1833	0.0766
O	0.1164	-0.1604	0.2943
O	0.0066	-0.1233	0.1702
O	0.0248	0.0438	0.3084
O	-0.0649	0.2117	0.2354
O	-0.1011	0.1963	0.4565
O	0.1001	0.0045	-0.0601
O	-0.059	-0.0759	-0.0456
O	-0.035	0.104	0.086
O	0.1028	-0.0736	0.3063
O	-0.4194	-0.066	0.5099
O	-0.1047	0.2352	-0.246
O	-0.0672	0.0462	0.0531
O	-0.0228	0.0748	0.2687
O	-0.0482	0.0612	0.4825
O	0.1103	-0.3413	0.2679
O	0.028	0.0281	0.1505
O	-0.1594	-0.2761	0.5643
O	-0.0835	-0.0525	0.0689
O	0.0551	-0.0121	0.2025
O	0.1023	-0.1672	-0.2022
O	-0.15	0.145	-0.4309
O	-0.0644	-0.075	-0.1485
O	0.0805	0.0978	-0.5195
O	0.0028	0.1304	-0.3209
O	-0.0566	-0.1073	-0.2616
O	-0.029	0.1043	-0.514
O	-0.0962	-0.0536	-0.301
O	0.082	-0.1079	-0.2909
O	0.0411	0.0721	-0.0695
O	-0.027	0.2188	-0.2078
O	0.0954	0.1413	-0.3077
O	0.1763	-0.165	-0.0984
O	0.0112	-0.1776	-0.424
O	-0.1515	0.2208	-0.2055
O	-0.0142	0.214	-0.2032
O	0.1177	-0.1868	-0.124
O	-0.0161	-0.0428	-0.4504
O	0.0062	-0.0485	0.0782
O	0.0534	0.0341	-0.5069
O	0.1915	-0.1378	-0.0571
O	-0.0614	-0.084	-0.2958
O	0.2599	0.1778	-0.463
O	0.1414	-0.0265	-0.2357
O	-0.0031	-0.0732	0.0216
O	-0.0032	0.0398	0.0319
O	0.145	0.0319	0.0736
O	0.1026	-0.0242	0.2002
O	-0.0138	-0.01	0.005
O	-0.0814	0.0228	-0.2276
O	0.0063	-0.1355	-0.4161
O	0.0714	-0.0622	-0.0768
O	0.2251	0.0191	-0.519
O	0.0565	0.0123	0.0309
O	-0.2347	-0.1626	-0.2845
O	-0.0525	-0.0338	-0.1147
O	-0.1756	-0.1729	-0.3292
O	-0.0186	-0.0508	-0.0861
O	-0.0238	0.0644	-0.1698
O	0.1174	-0.0169	-0.0016
O	0.0963	-0.0097	-0.0727
O	0.0437	-0.0266	0.0219
O	0.0185	0.0074	0.1226
O	-0.0763	-0.016	0.1505
O	-0.1019	0.0068	-0.138
O	-0.0771	-0.0921	0.0622
O	-0.0042	-0.0093	0.1332
O	-0.1127	0.0953	-0.0848
O	0.0009	-0.3029	-0.2929
O	-0.0357	0.0785	-0.1811
O	-0.0843	-0.0655	-0.0562
O	0.0696	-0.216	0.2384
O	-0.0028	0.0591	0.0434
O	-0.012	-0.1382	-0.2321
O	-0.175	-0.2156	-0.0076
O	0.0145	0.0184	0.1683
O	-0.0099	-0.0308	-0.0164
O	0.001	0.0554	0.1569
O	0.1295	0.009	-0.2261
O	-0.1814	-0.0684	0.3919
O	0.1491	-0.0598	0.1119
O	-0.1837	-0.0887	0.3573
O	-0.0966	-0.0303	0.032
O	-0.0116	0.0021	0.0853
O	-0.035	0.257	0.2856
O	0.1026	-0.0093	0.1606
O	0.0929	0.0223	0.2766
O	-0.0743	0.0773	0.2476
O	-0.0505	0.0896	-0.2145
O	0.0296	0.1345	0.1593
O	0.0879	0.1425	0.1397
O	0.0391	0.1068	0.4539
O	0.0884	-0.004	-0.0968
O	-0.0085	-0.0246	0.4802
O	0.0569	-0.0348	0.1483
O	-0.0816	-0.0133	0.43

The program warned: the cutoff lies below the one the program advises for these potential files.
